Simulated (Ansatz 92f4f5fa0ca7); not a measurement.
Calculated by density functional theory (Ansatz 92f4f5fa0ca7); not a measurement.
Periodic cell of 236 atoms, Si134O102, from a study of silicon, its oxide and their interface. The atomic structure is a simulated model.

Settings: functional r2SCAN; potential files Ansatz norm-conserving; basis plane waves; wave-function cutoff 1300 eV; density cutoff ratio 4; exchange-correlation grid ratio 1; k mesh 2 x 2 x 1, shifted by 0.5 0.5 0.5 of a step; self-consistency stop 5e-08 eV per atom in the density residual; occupations Fermi-Dirac, 0.05 eV; spin none; net charge 0.

Cell vectors (angstrom)
a	11.6872	-0.1897	0.0209
b	0.223	14.9947	-0.2811
c	-2.758	-2.7398	23.9913

Atoms and the computed forces on them: element, x, y, z (angstrom), force x, y, z (eV/angstrom)
Si	2.7228	-0.3218	0.9723	-0.9228	1.2013	0.2238
Si	3.9338	4.2325	-1.1345	-1.8971	-1.8415	1.1219
Si	2.4565	6.9362	-1.4691	-0.4945	2.1389	-1.5776
Si	0.2661	12.4698	-0.9261	-0.6148	1.0245	-5.105
Si	6.7198	-0.4857	0.2844	1.0284	-0.0497	-1.5381
Si	13.1695	2.6154	-0.9503	0.1181	0.871	3.3054
Si	5.2487	7.7555	-0.8348	-1.0698	5.3689	-1.3666
Si	5.704	11.99	-2.0721	-0.9393	1.3484	-1.1858
Si	10.791	0.1392	0.1236	0.1055	-0.2012	-0.7782
Si	9.8134	4.0141	1.2092	0.094	0.8818	0.1722
Si	7.2205	9.8788	-2.4991	-0.9156	-2.6104	-0.6017
Si	8.7716	11.2884	1.2096	-0.5834	-0.5473	-0.0518
Si	4.9578	0.2657	1.4715	-0.9116	0.1975	1.0202
Si	5.2544	4.1933	1.5848	-0.0314	-1.2854	-0.8591
Si	4.6713	7.9875	1.5205	-0.9014	-1.0908	-1.2245
Si	5.0079	11.6068	1.6381	-2.4287	-0.5706	-2.0343
Si	8.7835	0.1516	1.3856	0.1586	0.2581	-0.3559
Si	6.5647	4.8369	-0.9111	0.7408	2.104	1.5369
Si	11.3728	6.2983	-2.7602	-0.4075	-0.7492	-3.8664
Si	9.5499	10.7456	-0.9137	1.4353	1.7901	-2.4954
Si	12.815	1.2187	0.8136	0.0067	-1.2058	0.416
Si	12.2686	4.1475	1.5115	-1.1773	-0.5899	1.5956
Si	13.8825	7.491	1.4915	0.3738	1.3651	-0.2535
Si	13.4247	11.1963	1.4543	3.0264	2.4307	-1.282
Si	5.1196	2.1909	2.7862	0.0086	-0.2122	0.1982
Si	5.1113	6.0442	2.8053	0.4575	1.3199	0.7903
Si	5.1743	9.7386	2.8169	-0.4955	-0.6017	1.6183
Si	5.2576	13.4811	2.7578	0.0721	1.6422	1.4943
Si	9.0578	2.1832	2.6414	-0.5912	-0.1976	0.087
Si	9.0897	6.4126	2.8988	-0.1388	3.5654	1.5827
Si	9.0204	9.4618	2.7784	-0.3048	-0.4135	-0.0515
Si	9.1948	13.2428	2.3971	0.6084	0.4944	1.4888
Si	12.857	2.2854	2.8786	-0.8247	-0.1009	-0.5163
Si	13.0274	5.8473	2.7959	-0.1685	0.3006	1.0441
Si	13.0481	9.4582	2.6708	-0.6248	-2.5376	0.9263
Si	13.4618	13.3112	2.5132	-1.0839	-0.4324	-0.2055
Si	3.1255	2.1821	4.0815	0.3518	-0.4025	-0.4366
Si	3.2453	5.8898	4.1973	-0.324	0.4309	0.1802
Si	3.1007	9.6458	4.1846	1.0845	-0.8087	-0.611
Si	3.3255	13.4831	4.1513	0.8737	-0.5382	-0.4266
Si	7.0793	2.1489	4.0852	0.5441	0.1774	-0.0657
Si	7.1032	6.0162	4.1207	-0.2206	0.3809	-0.1525
Si	7.0472	9.5998	4.1705	0.7621	-1.3229	-0.7555
Si	7.309	13.447	3.9544	0.0735	-1.349	-0.9559
Si	10.8815	2.0806	4.1624	0.8745	0.4072	0.5618
Si	11.0458	5.9959	4.2125	0.4944	0.3858	0.14
Si	11.0737	9.5984	4.0481	-0.1504	-1.3288	-0.7269
Si	11.2411	13.4411	3.8141	-0.0758	-0.971	-1.5776
Si	3.1041	0.4079	5.6138	-0.49	0.068	0.916
Si	3.2558	3.9699	5.4248	0.1767	0.3023	1.1251
Si	3.202	7.7912	5.6894	0.3449	-0.2656	-0.6999
Si	3.2721	11.5127	5.3681	-0.7201	1.2428	0.8617
Si	7.1581	0.2725	5.5748	-0.1653	0.8503	0.788
Si	7.2165	4.0908	5.382	-0.8396	-0.5967	0.1922
Si	7.0818	7.7568	5.6589	-0.9466	0.4751	-0.1697
Si	7.116	11.5071	5.2633	0.5369	1.5443	1.5991
Si	10.9398	0.178	5.5539	-0.4941	0.8901	0.7045
Si	11.1699	4.0845	5.6181	-1.0576	-0.2061	-0.4107
Si	11.0187	7.8234	5.709	0.311	-0.1211	-0.1954
Si	11.1145	11.509	5.1556	0.2616	1.4965	1.1571
Si	5.0942	0.2629	6.8898	0.2453	1.1667	-0.0733
Si	5.2164	3.9513	6.7736	0.3003	1.1755	-1.0707
Si	5.1309	7.7697	7.0958	0.3497	0.1635	-0.8669
Si	5.1499	11.4992	6.6735	0.8416	-0.0129	-0.8877
Si	9.0611	0.3384	7.074	-0.0184	-1.0841	-0.859
Si	9.045	4.1	6.7818	0.7555	0.27	-0.5549
Si	8.9577	7.8597	6.9721	0.6054	-1.0217	0.0047
Si	9.2042	11.5947	6.6014	-0.4622	-1.0563	-1.4183
Si	12.77	0.1366	7.0348	0.5456	0.009	-0.1592
Si	13.1494	3.9388	6.9822	0.8048	-0.2603	0.0749
Si	13.0347	7.7545	7.0812	-0.9861	-0.2571	0.2627
Si	12.9617	11.5752	6.6737	-0.125	-1.2476	-1.5965
Si	5.0956	2.2536	8.2623	0.3233	-1.2652	0.2226
Si	2.8364	5.187	8.8047	-0.4625	-0.5257	1.0356
Si	5.1676	9.7923	8.2156	0.0239	0.3716	0.7399
Si	5.2557	13.4011	7.9429	-0.4563	-0.806	0.3132
Si	9.0451	2.3148	8.2034	-0.1135	0.4009	1.0607
Si	8.8957	5.8556	8.2868	0.3041	0.2259	0.0904
Si	9.0588	9.7906	8.1308	-0.0614	1.0431	0.1404
Si	7.2153	12.8327	9.065	-0.3127	1.4006	-0.3194
Si	12.8428	2.0292	8.3439	-0.3139	0.0679	-0.3102
Si	12.9801	6.6782	9.2529	0.4452	0.4461	-0.4277
Si	12.9594	9.8039	8.139	-0.1814	0.0779	-1.0722
Si	12.9786	13.2083	8.1586	0.8583	1.3285	1.0606
Si	3.0929	2.4573	9.5525	0.7198	-3.0142	-0.6328
Si	5.0631	5.7954	8.2718	0.3412	-1.1101	0.1632
Si	3.1522	10.5044	9.317	0.6343	-0.9367	0.7237
Si	3.378	12.882	9.3916	-0.4163	0.5004	-1.4692
Si	7.0648	2.6439	9.5555	0.3636	-1.438	0.0776
Si	7.0206	5.0387	9.6339	-0.393	0.2358	-2.0896
Si	7.1525	10.569	9.3721	-0.1649	-1.3567	-0.6682
Si	9.2193	13.3077	8.0565	0.8961	0.7505	0.4392
Si	11.0083	2.9979	9.4595	0.1925	-0.2925	-4.2426
Si	10.9472	5.396	9.4611	-0.3904	0.2977	-0.3462
Si	11.0226	10.2322	9.3287	-0.4683	-0.3354	-1.2543
Si	11.1385	12.5467	9.4649	-0.8123	0.4109	-1.1566
Si	-2.8194	11.657	14.2043	-1.5543	-4.7301	-0.8161
Si	3.6308	0.1968	11.7696	1.4821	0.5825	1.893
Si	10.9298	7.5144	14.3004	-0.0311	-0.1213	2.687
Si	8.9869	5.1388	13.9558	-2.8741	3.0109	1.439
Si	1.0241	-3.1136	19.7194	1.2352	2.061	1.5576
Si	12.1262	3.6075	16.8162	-2.488	-1.318	2.9571
Si	2.3701	1.3973	17.2261	-0.8269	-0.2821	0.7672
Si	8.4018	-0.6859	14.1103	0.4132	1.835	4.0062
Si	1.277	4.0008	14.0917	2.0027	1.2569	-3.0263
Si	12.0536	9.2165	11.9139	1.4726	0.7825	-3.9247
Si	5.2633	-4.0004	18.8979	-1.8132	1.2234	0.3467
Si	9.2591	4.6761	17.1121	0.0335	-0.7695	0.0977
Si	10.7199	4.0457	12.0004	0.5627	0.156	1.5224
Si	6.7701	6.5578	12.426	0.14	-2.1464	2.1402
Si	7.0114	9.4081	12.4156	-0.8084	4.7656	-1.5283
Si	11.4905	-0.9167	14.6817	0.6469	4.9038	2.9338
Si	7.7077	2.647	18.526	0.3618	3.0617	4.7669
Si	3.3027	8.5381	15.7268	4.0413	-4.8067	0.6829
Si	2.2385	8.7005	10.6353	-0.5917	-0.1154	0.2733
Si	8.4729	7.2887	18.2358	-6.996	3.9372	3.7401
Si	7.5763	15.4133	16.4029	-2.024	5.3246	3.6424
Si	11.389	-2.9346	12.7638	-5.8866	-3.205	-1.8896
Si	6.7703	0.1901	11.5174	1.2425	-2.8981	2.3126
Si	6.2715	8.6138	17.0147	0.2278	-2.5329	-1.429
Si	6.7549	1.6258	22.8347	1.078	0.4165	0.8047
Si	2.188	1.2751	14.2666	0.3834	2.4909	1.1874
Si	0.9526	-1.447	17.2987	-0.1534	3.7779	3.142
Si	7.192	6.2013	20.8994	-1.4856	6.2857	-2.4099
Si	1.6179	6.1254	15.806	0.2269	1.6956	1.2418
Si	3.5051	-3.68	21.3864	-0.0505	-1.8342	-0.3423
Si	8.9382	9.217	16.0616	-4.0604	3.7347	5.6365
Si	6.6507	-1.2417	18.8998	2.9263	-0.7919	-1.7571
Si	11.6118	-4.6721	22.1053	-3.5306	0.028	0.324
Si	5.1573	1.2185	18.2724	3.6518	-0.2117	0.6023
Si	3.8601	9.3781	24.0979	0.5434	-0.5129	0.3283
Si	7.931	-0.8715	21.6931	0.6231	0.5319	-2.9916
Si	4.3752	8.2135	12.8045	-3.201	-1.8869	2.2888
Si	2.5772	10.9641	17.1277	3.0061	3.7951	2.4827
O	12.2163	2.4023	-2.1587	-1.4515	0.0055	-1.3682
O	2.9597	2.9504	-1.4981	2.2136	0.9021	-0.8694
O	3.9825	4.1095	0.5304	0.5133	0.7258	-1.0673
O	1.781	7.432	-0.1157	-0.2148	-0.0552	1.2025
O	3.7937	7.8632	-1.7537	1.3501	0.0736	1.0632
O	0.7791	11.4572	0.1102	1.0471	-2.476	2.2678
O	6.6336	4.2376	0.6371	-0.3946	0.3019	-0.9165
O	5.9568	6.4055	-0.8244	2.093	-4.61	-0.3963
O	6.4105	8.8849	-1.5082	-1.7829	-2.0091	1.3468
O	-1.1152	12.0949	-1.6961	-1.2657	-1.4442	2.0231
O	12.8145	3.9714	0.0331	0.7773	-0.237	-2.9315
O	8.306	9.157	-3.4064	1.4764	-1.205	-0.7175
O	3.4228	11.357	0.8753	-0.4729	0.276	1.2173
O	5.4296	4.078	-1.732	-0.6402	-0.4679	-0.535
O	9.0754	7.9484	2.0452	-0.0298	-0.8184	1.7023
O	9.1349	5.4883	1.6854	0.3937	-3.4535	-3.193
O	1.6556	10.7361	18.438	0.5569	-1.8197	-1.633
O	2.8349	-0.8519	-0.5485	0.0864	-0.8212	-1.1575
O	3.1182	5.521	-1.6026	0.5924	-1.8769	0.1699
O	1.1862	7.0279	-2.5221	0.4483	-0.1484	0.7099
O	10.2063	9.4059	-1.5828	-0.1202	-0.1544	1.7525
O	7.3639	8.9871	15.7761	-0.9782	-0.2163	1.1682
O	4.0608	12.1789	-2.1963	0.5347	-0.953	0.0661
O	4.7484	-4.0495	20.4589	1.672	-0.0639	-1.9354
O	7.6688	-1.1943	20.1392	-0.0365	-0.2358	-0.3577
O	11.501	-1.2274	16.2885	-0.8064	-0.669	-1.542
O	6.0817	10.7889	-3.1448	-0.5705	0.7345	-0.1441
O	10.4551	0.5723	-1.4777	0.0699	-1.9556	2.5909
O	6.8891	0.2646	22.0297	-0.4354	0.2725	0.2951
O	8.0394	4.886	-1.5234	-1.0959	0.3441	-0.0494
O	10.3672	7.53	-3.2833	2.4292	-6.6229	0.4321
O	4.8229	8.4299	16.3304	-0.1471	0.9155	-0.1429
O	8.132	10.8893	-1.7343	1.7663	1.9073	2.0305
O	-0.0351	13.8196	-0.1928	-0.3673	1.7664	1.0822
O	3.268	1.4984	10.8654	-0.1218	-1.0163	0.5626
O	2.9914	3.9288	10.0359	-0.3947	4.335	-0.2319
O	2.5483	9.7935	16.126	-2.4254	1.7934	-0.2778
O	1.1692	2.5094	17.5241	0.7923	0.4536	-1.0885
O	2.2313	5.2049	14.6703	-0.2632	-1.0669	-1.2706
O	7.2126	1.516	10.8431	0.2384	2.9916	-1.4607
O	12.0659	-1.9994	13.7363	2.6973	0.7388	1.1911
O	6.9789	5.8123	11.0039	-0.2971	1.2861	2.5538
O	7.3172	10.1111	10.892	-0.7278	-1.4082	2.6142
O	10.5917	3.7507	17.5234	0.4693	0.9437	-1.6738
O	7.2209	13.9246	10.2592	-0.2268	0.3918	1.1271
O	7.8954	-0.1868	12.7714	-2.3853	1.4502	-4.3474
O	10.931	-2.2486	11.3663	0.5808	0.5371	1.3458
O	3.34	7.972	11.5949	0.7175	0.0846	0.1701
O	10.9282	9.4688	10.7455	-0.486	-0.8802	1.4052
O	-3.958	10.5774	13.3814	2.0801	1.835	2.1453
O	7.9679	15.4244	14.9578	2.217	-1.8262	-5.4292
O	3.3717	8.4406	14.1669	1.0974	-0.2838	-3.5322
O	7.7786	14.1137	17.183	-0.8289	-2.812	3.2748
O	9.8445	-3.5098	13.4678	3.2083	1.2524	-0.8141
O	9.1441	8.6484	17.7145	-0.416	1.998	-1.9945
O	9.296	6.1742	17.7435	4.3377	-5.4857	-2.8419
O	11.9508	3.4054	15.2199	-1.4022	-0.8426	1.6364
O	5.2395	6.8498	12.901	0.4617	-0.4958	-0.632
O	10.4859	5.3456	11.0556	-0.1401	-0.1163	0.7477
O	5.7079	0.9652	16.7851	2.5181	-0.6995	-0.6451
O	5.2751	0.1854	12.0995	-1.323	0.2538	-0.3831
O	0.3411	6.9446	15.2648	-1.331	1.3226	-1.3307
O	1.1875	5.1881	17.048	0.1984	-0.0124	0.0327
O	10.0351	-0.47	14.2549	-1.7304	-0.6853	-0.4764
O	10.783	2.7356	10.9838	-0.3522	0.3327	4.337
O	9.4674	3.9422	13.1111	2.2353	-2.2744	-3.3744
O	9.9461	8.4417	15.3353	6.2415	-4.5217	-5.6426
O	6.2095	9.6452	18.2191	0.5392	0.5177	0.3961
O	12.3993	10.7124	12.3298	1.3613	0.7785	0.8446
O	2.6853	7.1701	16.3531	-0.2441	0.6978	-0.1195
O	2.4766	-2.7809	20.5823	-3.2513	0.7669	-1.7917
O	0.7694	0.6501	14.5228	-2.5562	-1.7399	0.0169
O	2.9073	1.3858	15.7159	-0.0529	0.5381	-0.3217
O	3.6623	1.5606	18.1921	-2.4575	1.3277	0.4756
O	2.9596	0.3392	13.3207	2.37	-2.1917	-4.5368
O	2.223	2.8065	13.6168	-0.2692	-1.7569	0.5598
O	-3.5769	13.0152	14.2143	-0.31	2.3707	0.3654
O	9.9923	6.3823	13.7474	-0.4483	-0.1317	-1.1044
O	12.1275	-2.1093	18.8082	0.1769	0.206	-0.2
O	11.5991	8.3034	13.0557	-1.3465	-1.6854	3.192
O	8.2569	1.6549	17.5614	0.2939	-6.0695	-5.3543
O	6.1685	-2.7118	18.5589	-0.1103	-0.9792	0.6758
O	9.1871	10.8459	15.7357	-0.2627	-0.3989	-1.122
O	7.5342	7.9636	12.471	1.2658	-2.1617	-0.6189
O	3.3309	-1.2038	11.0061	-0.513	0.7123	1.4028
O	8.144	7.1367	19.8587	-0.3948	-0.3853	0.1626
O	9.0735	4.7855	15.4785	0.1329	-0.7078	2.9436
O	10.0267	-5.2968	22.1193	2.2543	0.6713	0.8213
O	-0.1109	-3.5478	20.7378	0.1	-0.4789	1.1105
O	2.099	12.4399	16.4783	2.1159	-3.9411	-1.0415
O	0.4817	4.4965	12.7667	-1.7244	-0.4063	-0.6131
O	6.7845	7.1963	17.6688	2.3639	1.1908	-0.3813
O	1.8	-0.0488	17.5988	-0.8243	-1.353	-0.2874
O	11.4223	5.2343	-4.0881	-0.8602	1.9421	0.8644
O	5.3828	9.3932	12.7589	2.0218	1.8668	-1.0178
O	7.9398	4.0966	17.8611	0.259	0.4374	-0.5341
O	5.4691	-0.2278	19.0299	-1.6649	1.8344	0.4371
O	6.8058	-0.1277	-1.3704	0.592	1.1726	2.9129
O	6.1898	2.3669	18.9568	-2.3892	-0.9757	-0.2826
O	7.412	5.6223	13.6386	1.341	0.0035	-1.1958
O	3.9763	-3.7982	17.9091	-2.5747	-0.5571	-0.7029
O	7.8907	2.7084	22.368	-0.6215	-0.2227	1.2516

Results
free energy: -63100.105 eV
free energy less fixed offsets of O -463.61, Si -117.95 eV per atom: -6.585 eV
pressure: 1.50 GPa
stress xx, yy, zz, yz, xz, xy (GPa, positive in tension): 2.46, -5.35, -1.61, -2.57, 0.61, 1.39

The program warned: the forces do not sum to zero within the program's tolerance.
